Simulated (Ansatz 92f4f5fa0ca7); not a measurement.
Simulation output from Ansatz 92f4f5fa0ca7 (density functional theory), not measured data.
Periodic cell of 256 atoms, Si144O112, from a study of silicon, its oxide and their interface. The atomic structure is a simulated model.
Doubt: the cutoff is far below the 930 eV that the study's wrapper takes by default for these files, so forces and energies are approximate.
This geometry differs little from another in the collection (a relaxation step or a small displacement).

Settings
functional: PBE
potential files: Ansatz PAW
basis: plane waves
wave-function cutoff: 580 eV
density cutoff ratio: 5
exchange-correlation grid ratio: 1
k mesh: 1 x 1 x 1, Gamma-centred
self-consistency stop: 5e-08 eV per atom in the density residual
occupations: fixed
spin: none
net charge: 0

Cell vectors (angstrom)
a 10.938 0 0
b 0 10.938 0
c -1.9408 -5.264 36.4164

Atoms and the computed forces on them: element, x, y, z (angstrom), force x, y, z (eV/angstrom)
Si -0.3025 -6.8707 28.9133 0.0836 -0.1368 0.0106
Si 2.426 -4.2006 29.0875 0.0386 -0.0553 -0.0151
Si -0.8499 -0.8249 28.7825 -0.0816 0.046 0.0451
Si 1.9488 -9.1323 28.8914 -0.1193 0.0519 0.0275
Si -6.2628 -6.4462 29.0088 -0.002 0.0222 0.0911
Si -3.5917 -3.5609 28.874 -0.0231 0.071 0.0643
Si 5.068 -1.3395 29.1028 0.1095 -0.0796 -0.0585
Si -3.15 -9.5326 28.9715 0.0977 -0.1007 0.0335
Si 0.7969 -5.322 30.3186 0.0192 -0.0144 0.0698
Si 3.5053 -2.5404 30.344 0.0021 -0.0067 0.0327
Si 0.772 -10.7196 30.1862 -0.0513 0.0573 -0.0077
Si 3.4988 -8.0142 30.2941 0.0135 0.0569 0.019
Si -4.6325 -5.2462 30.2159 -0.0617 0.0122 -0.0267
Si -1.9036 -2.5019 30.1461 -0.0416 0.0438 -0.021
Si 6.2655 0.2345 30.3407 0.0391 0.0129 0.0301
Si -1.9224 -7.9808 30.2408 0.0163 -0.015 0.0204
Si -0.586 -3.8831 31.5928 0.0295 -0.0317 -0.0342
Si 2.1205 -1.134 31.6176 0.0133 -0.055 -0.0149
Si -0.5736 -9.3669 31.6292 0.0073 0.0002 -0.0797
Si 2.1632 -6.6555 31.6917 -0.0187 0.0102 -0.1051
Si 4.9173 -3.918 31.6544 0.0213 0.0236 -0.061
Si 7.6688 -1.1762 31.6337 -0.03 -0.0029 -0.0742
Si 4.8793 1.5863 31.6581 0.0041 -0.0362 -0.0635
Si -3.2969 -6.6193 31.607 0.0412 0.0016 -0.0264
Si -1.9408 -5.264 32.9982 -0.0209 0.1476 -0.1588
Si 0.7937 -2.5295 32.9982 -0.1761 0.0579 -0.1561
Si -1.9408 0.205 32.9982 0.1248 -0.0232 0.1052
Si 0.7937 -7.9985 32.9982 -0.1119 -0.2411 0.3244
Si 3.5282 -5.264 32.9982 0.1266 -0.0716 0.2668
Si 6.2627 -2.5295 32.9982 0.1965 -0.0307 0.0692
Si 3.5282 0.205 32.9982 -0.1902 -0.0087 0.0189
Si 6.2627 -7.9985 32.9982 0.0499 0.2039 -0.0635
Si 1.3673 -1.3673 3.418 -0.0824 -0.3542 -0.0673
Si 4.1018 1.3673 3.418 0.2445 -0.0948 -0.2438
Si 1.3673 4.1018 3.418 -0.1849 0.1288 -0.0971
Si 4.1018 -4.1018 3.418 -0.1424 0.3009 -0.0035
Si 6.8362 -1.3673 3.418 0.0295 0.2709 0.1766
Si -1.3673 1.3673 3.418 -0.3191 -0.0837 0.1371
Si 6.8362 4.1018 3.418 0.1981 -0.1545 -0.2592
Si -1.3673 6.8362 3.418 0.2213 0.0474 -0.1925
Si 2.7664 -0.04 4.7329 -0.039 -0.0178 0.1002
Si 5.5212 2.6941 4.7583 -0.0394 0.0249 0.0794
Si 2.6724 5.531 4.7633 0.0551 -0.0355 0.0255
Si 5.4538 -2.6974 4.7889 0.0542 -0.015 0.0638
Si -2.7356 -0.0084 4.8586 0.0266 -0.0284 0.0387
Si -0.0308 2.7485 4.7658 0.0141 -0.0683 0.0424
Si 8.2116 5.4778 4.7414 -0.0055 0.0338 0.0875
Si 0.004 -2.7651 4.8203 -0.0289 0.034 0.0138
Si 1.3244 1.2923 6.0113 0.0656 0.0443 -0.0514
Si 4.0956 4.1417 5.9518 0.01 -0.0233 -0.0156
Si 1.3624 -4.1104 6.2781 0.0194 0.0381 -0.0578
Si 4.099 -1.3656 6.2146 -0.0524 0.0281 -0.0358
Si -4.0901 1.3623 6.2877 -0.0499 -0.0321 -0.029
Si -1.3542 4.1464 6.1481 -0.0051 0.0316 -0.0563
Si 6.8421 -4.0745 6.0872 -0.0032 -0.0052 -0.0614
Si -1.3968 -1.4455 6.2303 -0.0084 0.0018 -0.0761
Si 0.2776 -0.2883 7.3966 0.1146 -0.1074 0.1046
Si 2.8769 2.5859 7.1409 0.0111 -0.0804 -0.0143
Si -0.2531 -5.2701 7.5905 -0.091 0.0114 0.14
Si 2.5487 -2.5117 7.59 -0.0709 0.1106 0.0359
Si 5.0945 0.3152 7.558 -0.0228 0.0106 -0.0554
Si -3.0177 3.1468 7.4417 -0.0145 0.0827 0.0624
Si 5.5917 5.3285 7.2995 0.0413 -0.013 -0.0292
Si -2.5728 -3.0607 7.5656 0.0438 -0.0772 0.0323
Si -0.5735 -6.6312 34.3654 0.0258 -0.0103 -0.025
Si 2.161 -3.8967 34.3654 0.0235 0.0175 -0.0449
Si -0.5735 -1.1622 34.3654 0.0025 -0.0056 0.0186
Si 2.161 1.5723 34.3654 -0.0447 -0.0338 0.0369
Si 4.8955 -6.6312 34.3654 0.0198 0.0428 0.0344
Si -3.308 -3.8967 34.3654 -0.0095 0.0083 0.0121
Si 4.8955 -1.1622 34.3654 -0.0161 -0.0088 -0.0494
Si 7.63 1.5723 34.3654 0.01 -0.0079 -0.0318
Si 0.7937 -5.264 35.7327 0.0143 -0.003 -0.0181
Si 3.5282 -2.5295 35.7327 0.0152 -0.0142 -0.014
Si 0.7937 0.205 35.7327 0.0146 -0.0132 -0.0211
Si 3.5282 -7.9985 35.7327 -0.0103 -0.0167 -0.0246
Si -4.6753 -5.264 35.7327 0.001 0.012 -0.0162
Si -1.9408 -2.5295 35.7327 -0.0093 0.0213 -0.0285
Si 6.2627 0.205 35.7327 -0.0172 -0.0092 -0.0143
Si -1.9408 -7.9985 35.7327 -0.0103 0.0177 -0.0076
Si 1.3673 1.3673 0.6835 -0.0137 0.0212 0.0243
Si 4.1018 4.1018 0.6835 -0.0299 0.03 0.0133
Si 1.3673 6.8362 0.6835 0.0498 -0.045 0.0133
Si 4.1018 -1.3673 0.6835 0.0088 0.0045 0.0202
Si 6.8362 1.3673 0.6835 0.0017 -0.009 0.013
Si -1.3673 4.1018 0.6835 0.0365 -0.0366 0.0144
Si 6.8362 -4.1018 0.6835 -0.0148 0.0204 0.0345
Si -1.3673 -1.3673 0.6835 -0.0453 0.0214 0.0129
Si 0 0 2.0507 0.0059 -0.046 0.0565
Si 2.7345 2.7345 2.0507 0.0625 0.0035 0.0569
Si 0 5.469 2.0507 -0.0602 -0.0088 -0.0522
Si 2.7345 -2.7345 2.0507 -0.0301 -0.002 -0.0597
Si 5.469 0 2.0507 0.0056 0.0687 -0.0384
Si 8.2035 2.7345 2.0507 -0.0651 0.0169 -0.0426
Si 5.469 5.469 2.0507 -0.0073 -0.0765 0.0594
Si 8.2035 -2.7345 2.0507 0.0799 0.0132 0.0462
Si -2.3692 -1.9659 23.8822 0.0099 -0.0102 0.0152
Si 4.2646 -3.1335 17.1214 -0.0083 0.0019 -0.02
Si 5.9619 -8.2943 26.7115 0.0173 0.0062 -0.0473
Si 0.3302 -8.5563 24.9329 0.0088 -0.0068 -0.0291
Si -0.508 -9.2695 21.9701 0.0117 0.0024 0.0805
Si 5.7449 -6.1569 21.7036 -0.0017 0.0073 0.0888
Si -0.2448 -1.6786 14.1917 0.0014 0.0156 -0.0299
Si -2.4033 2.1746 13.0404 0.0183 -0.0174 0.0005
Si 2.4124 -2.5194 21.7989 -0.006 0.0023 0.0739
Si -2.3982 -2.3969 19.4426 0.0146 -0.0098 0.0508
Si 0.9313 -10.0138 19.5822 -0.0089 0.0018 0.0575
Si 5.0876 0.9894 10.3987 0.016 -0.0003 0.0865
Si -0.898 -5.8149 25.9708 0.0081 -0.0123 -0.0713
Si -1.0884 0.0474 10.0791 0.0063 -0.0198 0.0508
Si 7.7631 2.274 10.2337 -0.0274 -0.0097 0.0675
Si -0.3755 -0.4455 25.7489 0.0153 0.0086 -0.0649
Si 2.3453 -1.5716 24.7112 -0.017 0.0038 -0.0319
Si -4.5728 -4.6358 18.9967 0.0002 -0.0081 0.04
Si -0.3074 -7.7848 18.0525 0.0042 -0.0096 0.0167
Si 3.8013 -10.5586 26.7307 -0.0037 -0.0124 -0.0514
Si -3.4193 -4.2056 25.7822 -0.0033 -0.0073 -0.0661
Si 0.2445 0.9962 12.7535 0.0078 0.0196 0.0093
Si 1.2339 -4.0579 13.4518 -0.0023 0.003 -0.009
Si 2.3488 3.5493 16.6166 0.0024 0.0174 -0.0203
Si 1.7659 -4.5621 16.3207 -0.0096 0.0012 -0.0326
Si 0.1534 -6.3923 20.7574 0.0005 -0.002 0.0699
Si 1.6449 4.3055 9.5587 -0.0085 -0.0232 0.0212
Si -0.6174 -3.5329 21.7898 -0.0081 0.0145 0.0652
Si 5.7942 -6.2486 24.7091 0.005 0.0072 -0.0175
Si -3.0782 -0.1158 21.4437 0.0098 -0.0078 0.0747
Si 2.6573 -6.654 24.7968 0.0028 -0.0043 -0.0415
Si -0.8601 -3.0398 16.8101 0.0021 0.0003 -0.0383
Si -3.3102 -7.4581 17.989 -0.0066 -0.0069 0.0004
Si 5.7745 -2.341 14.6356 0.0065 0.015 -0.0482
Si 2.6266 2.3815 11.6462 -0.0085 -0.0167 0.0406
Si 3.9028 -4.3843 9.6969 0.0114 0.003 0.0241
Si 4.1647 -4.2259 12.7157 -0.0158 -0.0079 -0.0002
Si 2.9406 -1.0545 19.0905 -0.0029 -0.0043 0.043
Si 6.7861 -0.4065 12.5541 0.0036 0.0171 -0.0121
Si 6.7935 3.5145 15.2496 0.0073 -0.0142 -0.0473
Si 2.7762 -5.6009 21.9695 0.0073 0.0025 0.077
Si 4.0671 3.8713 13.9648 0.0073 0.0033 -0.0345
Si -2.7225 -2.3831 10.4696 0.0085 0.0071 0.0524
Si 3.6311 -9.1399 18.8369 -0.0103 0.002 0.0184
Si -4.5991 -8.7573 20.3458 0.0029 0.0132 0.0531
Si 1.6413 -4.2182 26.1859 -0.0049 -0.0057 -0.0815
Si -1.4927 -3.8884 12.596 -0.0035 0.0025 -0.006
Si 7.9962 -4.5648 15.0561 0.0001 0.0069 -0.0535
O 5.1114 -4.2576 17.9861 0.0064 -0.0056 0.0016
O -1.4019 -4.1523 8.0119 -0.0056 -0.028 -0.0449
O 3.9969 1.5335 7.7162 -0.0096 0.0299 -0.0362
O 5.2556 -0.0996 9.166 0.0095 -0.0043 0.0274
O -2.0579 -10.6727 28.5051 -0.0117 0.0041 0.0248
O 0.8341 -7.9883 28.413 -0.0158 0.055 0.0257
O -0.7033 -1.8232 15.7382 0.0004 -0.0108 0.0374
O 1.9221 -8.1111 25.0068 -0.0059 0.0051 0.0387
O 2.7446 5.4402 9.8949 0.0043 0.0031 -0.0283
O 6.6969 4.2028 7.7258 -0.0108 -0.005 -0.0345
O 7.5706 -2.6501 8.9805 -0.0068 0.0115 -0.0083
O 2.1284 3.3317 8.3692 -0.0244 0.0327 -0.0021
O 4.7406 -2.9528 13.5326 -0.0032 -0.0051 0.0037
O -3.351 -2.8872 24.8171 -0.0009 0.0095 0.0227
O 3.5949 -5.2671 28.5994 0.0133 0.0193 0.0131
O 2.5843 -9.786 27.5124 0.034 -0.0331 -0.0078
O 6.1733 -2.4442 28.5928 -0.0575 0.0182 0.0327
O -1.6211 -3.2023 20.5869 -0.0091 0.0013 -0.0428
O 5.193 -7.1792 27.6314 0.0148 -0.0127 -0.0326
O 6.0442 -4.9079 25.6263 -0.0179 -0.008 0.0321
O 1.4012 -0.4864 18.8884 0.0007 0.0004 -0.0215
O -1.8551 -4.2142 16.2298 0.0054 -0.0014 0.0193
O -2.4325 3.0031 8.9872 0.0053 -0.0168 -0.0337
O 4.5308 5.4067 13.6297 -0.0062 0.0034 -0.0095
O -1.2748 -2.9845 23.1874 0.0028 -0.0014 -0.0218
O 4.4381 -0.7152 27.7362 -0.0145 0.0187 0.0356
O -0.4566 -7.7428 21.4245 0.001 0.0231 -0.031
O -0.4862 -5.1614 21.6409 -0.0032 -0.0052 -0.0323
O -3.0833 -3.8966 27.3481 0.0028 -0.0053 -0.0039
O 8.0049 2.8792 14.3871 -0.0116 0.0129 0.0201
O 1.406 -1.3682 7.9878 -0.0046 0.0492 -0.0353
O 0.2679 5.0234 9.038 0.0167 -0.0118 -0.0491
O -2.7253 -0.9167 20.0525 -0.0011 -0.0048 -0.0338
O 7.0614 5.1123 15.4403 -0.0024 -0.0003 0.0253
O 3.2178 -3.0482 9.0164 0.0354 -0.0338 0.0099
O 1.7991 1.456 12.7051 0.0047 -0.001 -0.0106
O -1.7782 3.4342 17.4257 0.0035 0.0019 0.0009
O 2.4073 -3.1021 25.2852 -0.0013 -0.0089 0.0307
O 7.9954 0.628 12.9408 -0.0078 -0.0019 -0.001
O 4.6508 -4.1481 11.1447 -0.0164 0.0011 0.0089
O -0.1149 -6.5582 19.145 0.0016 -0.0004 -0.0238
O 0.8096 -2.766 21.5991 0.0049 -0.0023 -0.0262
O 0.8238 -1.0517 24.847 0.0118 -0.0083 0.0222
O 5.4037 3.1383 14.5123 0.0038 0.0043 0.018
O -0.7741 2.2095 13.1187 -0.0157 -0.0058 0.0015
O -4.4167 -7.55 21.4145 0.0043 -0.0172 -0.0306
O 0.8016 3.0332 16.8374 -0.0041 0.0026 0.0084
O 1.762 -6.1637 20.8398 -0.0091 -0.0093 -0.0379
O 6.2599 -5.7689 23.2109 -0.0066 -0.006 -0.0312
O 2.2373 5.0768 17.1879 0.0011 -0.0109 0.0027
O -0.3563 -1.1636 27.2324 0.0053 -0.0052 0.0113
O 1.1413 -2.4936 13.9202 -0.0043 -0.012 0.0015
O 4.9254 -9.4745 26.2644 -0.0049 -0.014 0.0333
O -1.3938 -2.3611 13.2322 0.0083 -0.0034 0.0023
O 1.5303 3.3388 10.8769 0.0062 0.0067 -0.0416
O 0.029 -9.2202 23.4871 -0.0065 0.0005 -0.0308
O -0.5045 -7.1782 25.1679 0.0038 0.0071 0.0372
O -3.7262 -3.2442 19.0386 -0.0058 -0.001 -0.0128
O 2.5561 -4.2153 12.5699 0.0295 -0.0103 -0.0011
O -0.3752 0.4959 8.6913 0.0061 -0.0092 -0.0627
O -1.4469 -2.3122 18.1316 -0.003 0.0089 0.0026
O 3.1734 -3.7779 16.0961 0.0072 0.0014 0.0228
O 5.9864 -5.0119 20.555 0.0044 0.0106 -0.0417
O -1.3423 -1.5546 10.1594 -0.0001 -0.0053 -0.0178
O 0.6035 -3.7262 17.1127 -0.0049 -0.0004 0.009
O 3.3088 -0.4745 25.4338 0.0178 0.0204 0.0534
O 4.879 -8.5271 19.657 -0.0007 -0.0034 -0.021
O 0.0252 -4.4614 12.4332 -0.0077 0.0061 -0.0001
O 2.3733 -5.6721 26.0637 0.0029 -0.004 0.0414
O -0.0808 0.4291 11.2729 0.0041 0.0009 -0.0094
O -2.3159 -5.3316 25.3472 -0.0033 0.0008 0.0427
O 7.2475 -1.5997 11.527 0.0015 -0.0076 -0.021
O 2.112 -5.9355 23.4309 0.0042 0.0148 -0.0209
O -3.2134 -1.1747 22.7008 -0.008 0.0162 -0.033
O 2.8667 3.627 15.0599 -0.0086 -0.0009 0.0303
O 3.0999 -4.0047 21.8364 0.0032 -0.0057 -0.0255
O 3.6504 3.269 12.5271 0.007 0.0123 0.0003
O -0.2705 -9.2619 18.7778 0.0008 -0.0009 -0.0258
O 5.5343 0.3412 11.8249 -0.0101 0.0055 -0.0219
O 2.2252 -9.0002 19.6644 0.0064 0.0048 -0.0176
O 1.6893 -3.6631 27.7152 0.0007 0.0134 0.0364
O 0.0986 -4.5258 25.7307 0.0111 0.0123 0.0313
O 2.7554 -1.6748 23.1464 0.0009 -0.0113 -0.0243
O -4.3663 -7.5369 25.3871 -0.0068 -0.0037 0.031
O 3.0594 -1.6072 20.6176 0.0095 0.0126 -0.0364
O -1.9951 -9.9094 21.872 -0.0098 -0.0041 -0.0283
O 5.1602 -2.1722 16.1444 -0.009 -0.0084 0.0297
O -3.7511 -5.9363 18.4286 0.0017 0.0091 -0.0072
O -0.9585 -6.1723 27.5712 -0.0161 0.0135 -0.0068
O -3.741 -8.924 27.5623 -0.0448 0.0309 -0.0163
O 3.4186 2.6138 17.4316 0.0079 -0.0084 0.0086
O 4.2612 -6.7942 24.6801 0.0068 0.0093 0.0248
O -2.2953 -3.7965 11.1855 0.0065 0.0003 -0.0141
O 7.0773 -3.2683 14.8195 -0.0032 -0.0034 0.0187
O -4.4444 -10.204 21.096 -0.0054 0.0011 -0.023
O -2.5569 0.7519 10.2032 -0.0063 0.0012 -0.0379
O 5.0391 -4.945 8.6867 -0.0313 0.0243 0.0063
O 1.2035 -4.9583 14.8229 -0.0006 -0.0057 0.033
O 3.3484 -2.2762 18.1388 -0.0004 0.0042 -0.0062
O 4.1468 -6.4316 21.7689 -0.0048 -0.0014 -0.0377
O -1.7108 -0.8364 24.8803 -0.0087 0.0012 0.0148
O 8.0826 2.9724 11.6756 0.0036 -0.0063 -0.0113
O -0.1385 -9.7606 25.9531 0.0027 0.0065 0.0368
O 0.0332 -0.1244 13.9029 -0.004 -0.0126 0.0059
O -2.2278 -4.9053 13.6308 -0.0064 0.0016 0.0183
O -3.4467 -8.5324 19.2095 0.0019 -0.0019 -0.0145
O 0.4583 -10.2767 21.1162 0.0049 -0.0012 -0.0359
O 6.7018 2.9264 16.7637 0.0022 0.0024 0.0252
O 3.9342 0.1909 18.6962 0.0024 0.0002 -0.0119
O 6.2607 -0.9273 14.007 -0.0069 -0.0178 0.0236
O 6.1368 2.2133 10.0464 0.0108 -0.0025 -0.0265
O 3.5497 1.523 10.5955 -0.0028 0.0057 -0.0084

Results
free energy: -155246.681 eV
free energy less fixed offsets of O -568.88, Si -635.61 eV per atom: -4.281 eV

The program warned: the cutoff lies below the one the program advises for these potential files; the forces do not sum to zero within the program's tolerance; the exchange-correlation potential is rough where the density is thin.
